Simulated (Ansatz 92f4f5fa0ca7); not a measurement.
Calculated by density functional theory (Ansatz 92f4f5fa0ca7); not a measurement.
Periodic cell of 256 atoms, Si144O112, from a study of silicon, its oxide and their interface. The atomic structure is a simulated model.
This geometry differs little from another in the collection (a relaxation step or a small displacement).

Settings: functional r2SCAN; potential files Ansatz PAW; basis plane waves; wave-function cutoff 800 eV; density cutoff ratio 5; exchange-correlation grid ratio 1; k mesh 1 x 1 x 1, shifted by 0.5 0.5 0 of a step; self-consistency stop 1e-10 eV per atom in the density residual; occupations fixed; spin none; net charge 0.

Cell vectors (angstrom)
a, 10.887, 0, 0
b, 0, 10.887, 0
c, 0, 0, 36.9709

Atoms: element, x, y, z (angstrom)
Si, -0.0356, -0.1841, -0.1485
Si, 2.8574, 2.783, 0.1615
Si, -0.5018, 5.9465, -0.0011
Si, 3.2716, 7.6468, -0.0785
Si, 6.0392, -0.5825, 0.0895
Si, 7.6103, 3.2235, -0.0162
Si, 5.4228, 5.4194, 0.4111
Si, 8.2198, 8.1238, 0.4554
Si, 1.364, 1.2737, 1.1801
Si, 4.0686, 4.0398, 1.6698
Si, 1.3986, 6.795, 1.2085
Si, 4.2499, 9.3327, 1.3076
Si, 6.8405, 1.3423, 1.2802
Si, 9.3874, 4.1885, 1.2696
Si, 6.8133, 6.7652, 1.6856
Si, 9.672, 9.5395, 1.5311
Si, -0.036, 2.7214, 2.5487
Si, 2.7832, -0.0884, 2.5667
Si, 0.1641, 8.1329, 2.7523
Si, 2.6213, 5.4648, 2.7868
Si, 5.4867, 2.5875, 2.8039
Si, 8.2423, 0.0891, 2.7427
Si, 5.4415, 8.1512, 2.921
Si, 8.2027, 5.3816, 2.8931
Si, 1.2819, 4.0459, 4.0528
Si, 4.0635, 1.26, 4.0624
Si, 1.4668, 9.5208, 4.0745
Si, 4.0263, 6.7853, 4.1734
Si, 6.8201, 3.9948, 4.1613
Si, 9.5762, 1.4249, 4.087
Si, 6.8508, 9.5855, 4.1157
Si, 9.6108, 6.8004, 4.1036
Si, 0.054, 0.0009, 5.3899
Si, 2.7013, 2.6806, 5.3769
Si, -0.006, 5.421, 5.4853
Si, 2.73, 8.1788, 5.5255
Si, 5.4422, -0.0075, 5.4854
Si, 8.1971, 2.704, 5.5212
Si, 5.4313, 5.396, 5.4528
Si, 8.2163, 8.1746, 5.4182
Si, 1.3733, 1.3476, 6.7796
Si, 4.0599, 4.037, 6.7769
Si, 1.3409, 6.8067, 6.8356
Si, 4.0967, 9.5302, 6.8617
Si, 6.7917, 1.3599, 6.8472
Si, 9.5156, 4.1026, 6.8626
Si, 6.8254, 6.798, 6.755
Si, 9.5571, 9.54, 6.7688
Si, 0.0086, 2.699, 8.1328
Si, 2.7213, 0.03, 8.1922
Si, -0.0228, 8.1891, 8.1844
Si, 2.7101, 5.4104, 8.1249
Si, 5.4217, 2.7349, 8.1984
Si, 8.1777, -0.0216, 8.1407
Si, 5.4818, 8.1438, 8.1325
Si, 8.1316, 5.4669, 8.1951
Si, 1.3714, 4.0352, 9.4848
Si, 4.0662, 1.389, 9.5802
Si, 1.3178, 9.587, 9.5385
Si, 4.0923, 6.7785, 9.4304
Si, 6.7643, 4.1147, 9.5737
Si, 9.4991, 1.3814, 9.4799
Si, 6.815, 9.5143, 9.4974
Si, 9.4944, 6.8295, 9.548
Si, -0.0521, 0.1083, 10.9067
Si, 2.6967, 2.7555, 10.9604
Si, -0.0196, 5.3677, 10.7911
Si, 2.7512, 8.1676, 10.7327
Si, 5.48, 0.0093, 10.8579
Si, 8.1557, 2.7096, 10.8768
Si, 5.3519, 5.4706, 10.9097
Si, 8.1234, 8.1917, 10.9182
Si, 1.2798, 1.4678, 12.3403
Si, 4.0347, 4.123, 12.3558
Si, 1.4265, 6.7262, 11.9861
Si, 4.0779, 9.5163, 12.1161
Si, 6.8011, 1.3751, 12.2724
Si, 9.54, 4.0403, 12.2324
Si, 6.6985, 6.8352, 12.2433
Si, 9.4512, 9.6421, 12.224
Si, -0.0146, 2.8427, 13.8585
Si, 2.6929, -0.0233, 13.4418
Si, 0.0418, 8.1216, 13.149
Si, 2.635, 5.5432, 13.6498
Si, 5.419, 2.7207, 13.6684
Si, 8.1377, 0.0689, 13.7514
Si, 5.3718, 8.2369, 13.614
Si, 8.0349, 5.3545, 13.4537
Si, 0.9091, 4.7519, 15.0816
Si, 4.1275, 1.1434, 14.8478
Si, 1.5211, 9.1996, 14.5551
Si, 3.7921, 7.1218, 14.9498
Si, 7.0406, 3.8396, 14.9936
Si, 9.3025, 1.6328, 15.1555
Si, 6.384, 9.8819, 14.9569
Si, 9.5412, 6.7882, 14.3944
Si, 20.228, -13.2587, 30.3478
Si, 1.618, 8.7288, 18.6054
Si, 27.6047, -1.0608, 28.3267
Si, -11.3334, 1.8921, 24.0486
Si, 21.463, 10.3451, 16.8891
Si, 20.9743, -2.4525, 25.8965
Si, 24.1692, -10.1029, 24.2929
Si, 35.3009, -1.1986, 31.7719
Si, 20.4375, -15.1348, 28.1867
Si, 24.8136, -15.4782, 22.9809
Si, 26.0705, 11.7672, 35.1453
Si, 36.0335, 2.5571, 17.4776
Si, 2.0819, -1.3281, 34.7824
Si, 39.3853, -1.1111, 31.1565
Si, 31.6584, -10.5024, 29.4755
Si, 23.611, -10.3728, 29.3551
Si, 16.3714, 1.9492, 19.5545
Si, 43.1126, -4.9185, 30.7578
Si, 15.9772, -5.6916, 17.0905
Si, 20.3382, -19.9125, 35.0497
Si, 25.0118, -8.9582, 21.476
Si, 6.0886, -4.9129, 22.3786
Si, 22.9657, -7.0368, 32.1318
Si, 19.7182, -4.4229, 18.8505
Si, 36.3034, -19.0642, 30.4773
Si, 8.3133, -11.0938, 26.9909
Si, 12.3503, -18.3191, 19.6121
Si, 18.47, -6.4425, 27.8336
Si, 38.0263, -5.8488, 29.6877
Si, 5.0329, -10.0345, 32.348
Si, -4.4772, 10.6395, 20.9417
Si, 11.7355, 4.0515, 35.1471
Si, 39.2209, -6.1586, 19.6044
Si, 13.0735, -13.0002, 24.7912
Si, 51.5798, -19.3641, 25.485
Si, 31.215, -19.7611, 32.0507
Si, 14.231, -11.768, 20.5874
Si, 33.6189, -15.8965, 17.9318
Si, 14.2149, -0.3434, 26.8407
Si, 26.3757, -13.8198, 30.2897
Si, 40.622, 4.1809, 30.75
Si, 21.0588, -7.5187, 21.4938
Si, -13.9214, 8.0283, 21.2732
Si, -2.6846, 19.3317, 16.7457
Si, 19.4976, 6.8413, 23.8437
Si, 0.2328, -5.0681, 22.7975
Si, 34.2559, -3.0312, 21.2962
Si, 29.7828, -20.0422, 22.7309
O, -6.5024, 6.4504, -0.4067
O, 10.0017, 0.9501, -20.456
O, 0.7271, 9.8138, -1.3171
O, 35.435, -4.1596, -15.5464
O, 21.7612, -18.8447, -16.8788
O, 14.0671, -2.4857, -6.0348
O, 0.0136, 5.385, -1.4582
O, 6.4496, 4.3577, -0.3752
O, 3.0557, -1.7853, -10.8427
O, 12.761, -1.5625, -3.8001
O, 7.5317, 9.5123, -16.193
O, -0.5351, 7.5437, -5.8034
O, -8.8448, -7.0262, -0.7625
O, 19.0515, 2.9654, -5.1916
O, 26.5723, 1.5571, -3.1973
O, 31.0842, -12.3215, 17.3394
O, 0.4235, 9.8459, 15.5586
O, 3.977, 4.024, 17.1777
O, 4.9642, -2.3502, 28.8045
O, 3.214, 12.6503, 16.0763
O, 18.3394, 3.4468, 26.5747
O, 28.0283, -16.9122, 21.2008
O, 11.4861, 8.5196, 25.0802
O, 8.7688, -3.0765, 15.3873
O, 32.2284, -5.9143, 21.5672
O, 6.8508, -1.6492, 16.3898
O, 28.1928, 3.1857, 19.2066
O, 13.6437, 11.5144, 20.6376
O, 8.6443, -2.9294, 22.6714
O, 3.183, 0.8413, 25.7187
O, 33.5067, -2.7597, 19.9062
O, 17.2827, -0.4166, 29.7122
O, 3.0684, 9.3085, 19.1237
O, 13.533, -2.6272, 15.3197
O, 2.3214, -0.7716, 23.899
O, 13.3087, 14.0989, 20.9114
O, 0.4582, 7.3664, 22.3264
O, 5.554, 5.5608, 18.615
O, 10.5359, 5.781, 15.1894
O, 31.1462, -20.8845, 30.9106
O, -3.6552, 5.969, 23.5798
O, 11.7625, -20.5506, 24.6235
O, 21.0539, -1.2054, 29.6056
O, 13.7696, -14.246, 24.0342
O, 6.9072, 11.5934, 22.1681
O, 13.824, 1.6725, 29.4801
O, 26.6732, -0.8614, 21.0869
O, 21.8216, 2.8594, 22.843
O, 12.2018, -6.0035, 16.6795
O, 27.5248, -13.2889, 31.306
O, 17.3438, -27.9117, 30.8567
O, 45.9576, -12.5738, 21.6192
O, 24.716, 10.9167, 34.9481
O, 6.1449, -5.8086, 28.2587
O, 7.7216, -31.7615, 25.9811
O, 40.8817, -12.5819, 31.2836
O, 6.3878, -3.5407, 21.5446
O, 9.6421, 0.6092, 36.0469
O, 30.6114, -14.4291, 20.2008
O, 10.2612, 6.1561, 18.1816
O, 12.6153, -16.4492, 23.305
O, 9.9174, 5.856, 23.8847
O, 31.4188, -8.2652, 25.2726
O, 26.3699, -15.9703, 23.0348
O, 30.5803, -10.2749, 28.3031
O, 39.0746, -21.1366, 19.5997
O, 34.3346, 29.1213, 17.7157
O, 23.754, 2.6314, 18.3098
O, 17.263, 15.5286, 16.2586
O, 37.4661, -11.0412, 27.4731
O, 20.1996, -9.9576, 23.3399
O, 8.1458, 2.7037, 35.4899
O, 22.5904, -0.8618, 18.0302
O, 19.9349, -5.5968, 31.1917
O, 5.2507, -10.7969, 15.4188
O, 13.9418, -20.1121, 23.0792
O, 48.4307, -8.892, 31.2272
O, 30.416, -8.1016, 21.6192
O, 34.1355, 4.1608, 33.6802
O, 16.3729, -21.871, 35.6068
O, 31.0849, -20.4052, 33.521
O, 17.3322, 0.0529, 32.2483
O, 23.2571, -5.8508, 19.2275
O, 18.7915, -3.6187, 17.794
O, 4.4381, -4.4162, 16.3235
O, 22.1452, -9.7471, 29.104
O, 14.7838, -0.2709, 32.1468
O, 8.1566, -8.126, 15.582
O, 22.6027, -5.6312, 31.4276
O, 15.6699, 13.0572, 21.0212
O, 12.6204, -11.237, 30.7317
O, 7.1867, -1.7082, 36.6557
O, 46.0914, -7.6524, 31.5308
O, 41.4618, -3.158, 25.1794
O, 19.4681, -5.251, 27.3878
O, 37.0642, 1.7225, 18.3938
O, 21.6671, 13.6458, 35.2103
O, 24.0189, -11.2094, 28.0423
O, 28.9144, -23.0417, 27.3855
O, 32.6176, -29.8401, 31.9431
O, 52.2035, -25.0699, 29.1816
O, 7.3698, 2.5576, 23.995
O, 32.1956, -25.1276, 27.1892
O, 51.639, -5.7966, 19.2489
O, -1.6435, -3.7932, 36.5975
O, 31.3481, -0.9778, 26.3303
O, -6.8872, 2.0278, 36.2294
O, 10.5873, 27.6151, 29.1441
O, 26.3574, -15.403, 30.1017
O, 2.8348, 8.2735, 35.4299
O, 36.9067, -6.9934, 29.5908
O, 29.9556, -18.0374, 29.185

Results
free energy: -155986.691 eV
free energy less fixed offsets of O -570.45, Si -639.56 eV per atom: 0.349 eV

Forces (eV/angstrom), in the order of the atoms: element, x, y, z
Si, -0.005, -0.005, -0.0589
Si, 0.0036, 0.0006, -0.0519
Si, 0.0034, -0.0067, -0.0473
Si, -0.0043, 0.0106, -0.0485
Si, -0.0093, 0.0031, -0.0525
Si, 0.0051, -0.0015, -0.0553
Si, -0.0035, -0.0027, -0.024
Si, 0.0045, -0.0004, -0.027
Si, -0.0022, -0.0006, 0.0051
Si, -0.0021, 0.0006, 0.0023
Si, -0.0029, -0.0022, 0.0019
Si, -0.0015, 0.0003, -0.0009
Si, -0.0009, 0.0009, 0.0086
Si, -0.0038, -0.0001, 0.0051
Si, -0.0014, 0.0012, -0.0021
Si, 0.0023, 0.0002, 0.0006
Si, -0.0012, -0.0029, -0.0045
Si, -0.0021, -0.003, -0.0038
Si, 0.0026, -0.0037, -0.0025
Si, -0.003, 0.0029, 0.0011
Si, 0.005, -0.0071, 0.0044
Si, -0.0028, 0.0013, -0.0022
Si, -0.0032, 0.0002, 0.0032
Si, 0.0034, -0.0042, 0.0062
Si, -0.0008, 0.0035, 0.0028
Si, 0.0013, -0.0022, 0.0018
Si, 0.0003, -0.0023, 0.0001
Si, -0.0033, -0.0015, 0.0007
Si, -0.0006, -0.0002, 0.0031
Si, -0.003, -0.0002, 0.0008
Si, 0.0005, 0.0007, -0.0017
Si, -0.0017, 0, -0.0027
Si, -0.0033, -0.0023, 0.0014
Si, 0.0015, 0.0026, 0.0007
Si, 0.0015, -0.0008, 0.0009
Si, -0.0017, -0.0011, 0.0002
Si, 0.0004, -0.0006, 0.0016
Si, 0.0008, -0.0024, 0.0016
Si, -0.0009, -0.001, -0.0008
Si, 0.0021, 0.0001, 0.0013
Si, -0.001, -0.0028, -0.001
Si, -0.0012, -0.0013, 0.0011
Si, -0.0012, 0.0002, -0.002
Si, -0.0015, -0.0005, -0.0005
Si, -0.001, -0.0004, 0.0004
Si, -0.0014, -0.0015, -0.0003
Si, 0.0004, -0.0019, 0.0026
Si, 0.0021, -0.0014, 0.0006
Si, 0.0005, -0.001, -0.0002
Si, -0.0008, 0.0005, 0.0005
Si, 0, -0.0008, -0.0014
Si, -0.0007, -0.0004, 0.001
Si, 0.0012, -0.0007, 0.0014
Si, -0.0016, 0.0009, 0.0009
Si, 0.0005, -0.0002, 0.0016
Si, -0.0015, 0.0008, 0.0014
Si, -0.0011, -0.0014, 0.0014
Si, -0.0009, -0.0008, 0.0012
Si, 0.0012, 0.0007, -0.0021
Si, -0.0006, 0.0001, 0.0005
Si, 0.0006, -0.0016, 0.0015
Si, -0.0015, 0.0001, 0.001
Si, -0.0016, -0.0005, 0.0007
Si, -0.0016, -0.0023, 0.0001
Si, 0.0008, 0.0005, 0
Si, -0.001, 0.0021, -0.0007
Si, -0.0015, -0.0035, -0.0006
Si, 0.0023, 0.0018, 0.0014
Si, -0.0016, -0.001, 0.0007
Si, -0.0006, 0.0011, -0.0012
Si, -0.0024, -0.0025, 0.001
Si, -0.0022, 0.0005, 0.0034
Si, -0.0034, 0.0009, 0.0006
Si, 0.0007, -0.0001, 0.0041
Si, 0.0025, -0.0019, 0.0015
Si, 0.0004, -0.0023, -0.0034
Si, 0.001, -0.0014, 0.0015
Si, -0.0013, -0.0053, -0.0002
Si, -0.0007, 0.0012, 0.0003
Si, -0.0006, 0.0035, -0.0023
Si, 0.0005, 0, -0.0026
Si, -0.0003, 0.0004, -0.0016
Si, 0.0008, 0.0032, -0.0024
Si, -0.0005, -0.0028, -0.003
Si, 0.0018, 0.0002, -0.0039
Si, -0.0025, 0.0016, -0.0056
Si, 0.0017, -0.0007, 0.0002
Si, -0.0036, -0.005, -0.003
Si, 0.0044, 0.017, 0.0649
Si, -0.0167, 0.011, 0.0617
Si, -0.0137, 0.0086, 0.0517
Si, 0, -0.0099, 0.0657
Si, -0.0098, 0.0104, 0.0545
Si, 0.0054, -0.0067, 0.0607
Si, -0.0003, -0.004, 0.0577
Si, -0.0045, 0.0098, 0.0463
Si, -0.0021, 0.0005, -0.0547
Si, 0.0186, -0.0111, 0.1132
Si, -0.0023, 0.0075, -0.0508
Si, -0.0002, -0.0044, 0.0202
Si, 0.0186, -0.0268, 0.1059
Si, 0.003, 0.0063, -0.0076
Si, -0.0103, -0.0107, 0.0254
Si, 0.0122, 0.0056, -0.103
Si, 0.0008, 0.0088, -0.0411
Si, -0.0006, 0.0004, 0.0412
Si, -0.0098, 0.008, -0.1052
Si, 0.0012, -0.0033, 0.1248
Si, 0.0063, 0.0123, -0.1048
Si, 0.004, -0.0165, -0.072
Si, 0.0005, -0.0035, -0.0599
Si, -0.0003, -0.0001, -0.0589
Si, 0.0141, -0.01, 0.0865
Si, -0.0173, 0.0135, -0.062
Si, -0.0035, -0.0218, 0.1163
Si, 0.0129, -0.0067, -0.1075
Si, -0.006, -0.009, 0.056
Si, -0.0045, 0.0122, 0.0595
Si, -0.0009, 0.004, -0.1044
Si, 0.0046, -0.0134, 0.1087
Si, 0.0017, 0.0064, -0.0733
Si, -0.001, -0.0011, -0.0283
Si, -0.0151, -0.009, 0.0975
Si, 0.0007, 0.0044, -0.0371
Si, -0.0007, 0.0067, -0.0466
Si, 0.0088, -0.0138, -0.1001
Si, 0.0066, -0.0032, 0.0668
Si, 0.0098, -0.0163, -0.106
Si, 0.0157, -0.0177, 0.1024
Si, -0.0015, 0.0026, 0.0124
Si, 0.0039, -0.0052, 0.0015
Si, -0.0128, 0.0069, -0.11
Si, 0.0042, 0.0104, 0.072
Si, -0.0123, 0.0214, 0.1201
Si, 0.006, 0.0005, -0.0281
Si, 0.0135, -0.0261, -0.0603
Si, -0.0089, 0.0168, -0.0651
Si, -0.0084, 0.0031, 0.0697
Si, -0.0156, 0.0063, 0.0704
Si, 0.0106, -0.0227, 0.1051
Si, 0.007, -0.0017, 0.0243
Si, 0.0022, 0.0005, 0.0375
Si, 0.0105, -0.0134, 0.0765
Si, 0.0103, 0.0027, 0.0412
O, 0.005, -0.0075, 0.0159
O, -0.0183, 0.0216, -0.0477
O, -0.0229, 0.0112, 0.0517
O, -0.0064, 0.0097, -0.0302
O, 0.0195, 0.0007, -0.0447
O, -0.0122, 0.0137, 0.0335
O, -0.0148, 0.0188, 0.0536
O, -0.0064, 0.0047, 0.03
O, -0.0003, 0.0041, 0.0049
O, -0.0119, -0.0014, 0.0898
O, 0.0004, 0.0012, -0.0227
O, 0.0086, -0.0017, 0.0238
O, 0.0206, -0.012, 0.0461
O, 0.0123, -0.0177, 0.0377
O, -0.0107, 0.0028, 0.0824
O, -0.004, 0.007, -0.0411
O, 0.0207, -0.0152, -0.0626
O, 0.0069, 0.0168, -0.0421
O, -0.0037, -0.0088, 0.0316
O, 0.0156, -0.0277, -0.0812
O, 0.0014, 0.0083, 0.0129
O, 0.0069, -0.01, -0.0514
O, 0.0006, -0.0015, -0.0018
O, 0.0166, -0.0181, -0.057
O, -0.0015, -0.007, -0.0276
O, -0.0181, 0.0189, -0.0534
O, -0.0026, 0.0097, -0.0325
O, 0.0015, -0.0056, -0.0262
O, -0.0056, 0.008, -0.0351
O, -0.0014, -0.001, -0.0004
O, -0.0011, 0.01, -0.0649
O, 0.004, 0.0018, 0.0425
O, -0.0178, -0.0123, -0.0534
O, 0.0021, 0.0029, -0.0274
O, 0.0002, 0.0019, -0.013
O, -0.0074, 0.0088, -0.0399
O, 0.0052, 0.0082, -0.0213
O, -0.0215, 0.0065, -0.0752
O, -0.0057, -0.002, -0.0363
O, -0.0038, 0.0168, 0.0434
O, -0.0059, -0.0009, -0.0186
O, 0.0019, 0.0004, -0.0109
O, -0.0023, 0.0006, 0.0226
O, 0.0031, -0.0087, -0.016
O, -0.012, -0.009, -0.029
O, 0.0098, 0.0124, 0.0297
O, -0.0043, 0.0023, -0.0273
O, -0.0005, 0.0062, -0.0309
O, 0.0028, -0.0239, -0.0907
O, 0.0026, 0.0115, 0.025
O, 0.0065, -0.0031, 0.0232
O, 0.0063, 0.0077, -0.0375
O, 0.0063, -0.0011, 0.0332
O, -0.0056, 0, 0.026
O, 0.0037, 0.0026, 0.0027
O, -0.0098, 0.0098, 0.0232
O, 0.0086, 0.0006, -0.0233
O, 0.0124, -0.0185, 0.0463
O, 0.0121, -0.0167, -0.0622
O, 0.0126, -0.0013, -0.0333
O, -0.0049, 0.0025, -0.016
O, 0.0063, 0.0007, -0.0145
O, -0.0002, 0.0001, -0.0073
O, 0.0127, 0.0006, -0.0227
O, 0.01, 0.0069, 0.0256
O, -0.003, 0.0133, -0.0357
O, 0.0023, -0.0136, -0.0456
O, 0.0191, -0.0056, -0.0616
O, 0.0238, -0.0186, -0.0613
O, 0.0038, -0.0047, 0.0143
O, -0.0051, 0.0019, -0.0166
O, -0.0214, 0.0147, 0.0647
O, -0.0288, 0.0218, -0.0576
O, 0.0022, -0.0031, 0.0211
O, 0.0009, -0.002, -0.0219
O, 0.007, 0.0082, -0.04
O, 0.0062, -0.0163, 0.0447
O, 0.0069, 0.0083, -0.0223
O, -0.0068, 0.0069, 0.0935
O, 0.0219, -0.018, 0.0589
O, -0.0017, 0.0029, 0.0854
O, -0.011, 0.0214, 0.0382
O, -0.0018, 0.0173, -0.0559
O, -0.0106, 0.0318, -0.0667
O, -0.0188, 0.0289, -0.0695
O, 0.0012, -0.0003, 0.0209
O, 0.002, 0.0098, 0.0374
O, 0.0012, -0.0038, -0.0323
O, 0.0139, -0.0205, 0.0387
O, 0.0107, 0.0042, -0.0394
O, 0.0103, -0.0121, 0.0434
O, 0.004, -0.0042, 0.0171
O, -0.021, 0.0103, 0.0396
O, 0.0003, -0.0049, -0.0114
O, -0.0017, -0.0006, 0.0145
O, -0.0252, 0.0103, -0.0632
O, -0.0022, 0.0037, 0.0338
O, -0.0085, 0.012, 0.0308
O, -0.0062, 0.0018, 0.0165
O, 0.0006, 0.0005, 0.0303
O, 0.0041, 0.0124, 0.0258
O, 0.0002, 0.0006, -0.0171
O, -0.0059, -0.0057, 0.0146
O, 0.0028, 0.0114, -0.0356
O, -0.0026, 0.0036, 0.0303
O, -0.0018, 0.0005, 0.0072
O, -0.015, 0.0199, 0.0461
O, 0.0061, -0.0022, 0.034
O, -0.0021, 0.0006, 0.0149
O, 0.0123, -0.0273, 0.056
O, -0.0037, -0.0103, 0.0267
O, 0.0022, -0.0022, 0.0368

The program warned: the cutoff lies below the one the program advises for these potential files; the forces do not sum to zero within the program's tolerance; empty levels may hold ghost states of the PAW files; the exchange-correlation potential is rough where the density is thin.
